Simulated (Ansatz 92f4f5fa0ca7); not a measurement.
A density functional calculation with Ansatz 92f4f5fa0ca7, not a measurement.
Periodic cell of 372 atoms, Si256O116, from a study of silicon, its oxide and their interface. The atomic structure is a simulated model.
This geometry differs little from another in the collection (a relaxation step or a small displacement).

Settings: functional r2SCAN; potential files Ansatz PAW; basis plane waves; wave-function cutoff 800 eV; density cutoff ratio 5; exchange-correlation grid ratio 1; k mesh 1 x 1 x 1, Gamma-centred; self-consistency stop 1e-10 eV per atom in the density residual; occupations fixed; spin none; net charge 0.

Cell vectors (angstrom)
a  16.332  0  0
b  0  16.332  0
c  0  0  24.9076

Atoms: element, x, y, z (angstrom)
Si  -0.5789  0.4167  0.228
Si  2.775  2.4371  0.0022
Si  -0.468  5.5914  0.0342
Si  2.2358  8.266  -0.0461
Si  0.1536  10.6481  -0.2728
Si  2.8066  13.715  -0.1449
Si  5.1273  0.3514  0.1335
Si  7.6319  2.8113  -0.0459
Si  5.3363  4.9372  -0.2003
Si  8.3227  8.2228  0.4384
Si  6.3877  10.4785  -0.2899
Si  8.832  12.9311  0.163
Si  11.1449  -0.44  -0.0208
Si  14.0124  2.074  0.1542
Si  10.2482  5.8221  -0.142
Si  13.7339  7.8734  0.1352
Si  10.6301  11.2655  0.219
Si  13.4528  13.8148  0.3518
Si  1.2606  1.3034  1.3716
Si  3.9497  3.9728  1.3849
Si  1.1395  6.748  1.3394
Si  3.9406  9.3587  1.2007
Si  1.3835  12.2224  1.0825
Si  4.1401  14.9253  1.3255
Si  6.6454  1.4172  1.5341
Si  9.3133  4.0583  1.1478
Si  6.8086  6.9248  1.5824
Si  9.7104  9.6138  1.6033
Si  7.0277  12.0439  1.3734
Si  9.5391  14.8512  1.3241
Si  12.173  1.2479  1.32
Si  14.8354  3.9554  1.3437
Si  12.0807  6.6786  1.2666
Si  14.9717  9.5273  1.2614
Si  12.2377  12.2622  1.5567
Si  14.9506  15.0353  1.5815
Si  -0.0145  2.7482  2.739
Si  2.6971  -0.0689  2.6928
Si  -0.0792  8.1801  2.7249
Si  2.6324  5.4531  2.6537
Si  0.0794  13.5486  2.6395
Si  2.7155  10.8839  2.5513
Si  5.3266  2.7568  2.8744
Si  8.1289  -0.0544  2.6413
Si  5.3156  8.2094  2.7819
Si  8.0879  5.353  2.7476
Si  5.5457  13.513  2.594
Si  8.2291  10.8263  2.9288
Si  10.7764  2.7259  2.5438
Si  13.505  0.0124  2.8612
Si  10.9729  8.0903  2.8027
Si  13.4505  5.3369  2.6675
Si  10.8635  13.6322  2.8699
Si  13.649  10.8306  2.7303
Si  1.3388  4.0977  4.0873
Si  4.0062  1.3072  4.1222
Si  1.3711  9.5303  4.0081
Si  4.0007  6.7805  4.0788
Si  1.3705  14.9175  4.0679
Si  4.0953  12.22  3.96
Si  6.7434  4.0821  4.1805
Si  9.4889  1.347  3.9917
Si  6.7554  9.4967  4.1494
Si  9.4906  6.7518  4.0805
Si  6.8132  14.9119  4.0336
Si  9.5366  12.2581  4.2192
Si  12.1231  4.0152  4.0455
Si  14.9365  1.3901  4.1015
Si  12.3135  9.4765  4.1367
Si  14.8702  6.7635  4.016
Si  12.2145  14.9781  4.2206
Si  15.0212  12.2287  4.045
Si  -0.0102  -0.009  5.411
Si  2.6784  2.7121  5.4557
Si  -0.0505  5.455  5.4067
Si  2.6916  8.1775  5.4262
Si  0.036  10.8695  5.4209
Si  2.7713  13.5793  5.3918
Si  5.4444  -0.0441  5.4219
Si  8.1517  2.684  5.4387
Si  5.384  5.4656  5.4895
Si  8.1287  8.1135  5.4533
Si  5.4262  10.9193  5.4289
Si  8.157  13.6406  5.491
Si  10.8375  0.0547  5.4754
Si  13.5463  2.7245  5.4303
Si  10.8402  5.4001  5.4607
Si  13.6311  8.1137  5.4884
Si  10.9314  10.8622  5.4784
Si  13.6592  13.5978  5.4453
Si  1.3339  1.3531  6.8048
Si  4.0447  4.0603  6.8256
Si  1.3363  6.8042  6.7788
Si  4.0965  9.5317  6.7723
Si  1.3978  12.2466  6.7685
Si  4.0961  14.9402  6.7973
Si  6.8051  1.3347  6.8064
Si  9.497  4.0437  6.8432
Si  6.7758  6.7953  6.8477
Si  9.5028  9.5088  6.7802
Si  6.784  12.2796  6.806
Si  9.5017  15.0147  6.8395
Si  12.2251  1.3853  6.8391
Si  14.9329  4.0718  6.7637
Si  12.2347  6.7641  6.8127
Si  15.0165  9.4971  6.8066
Si  12.2957  12.2521  6.8036
Si  14.9823  14.997  6.8113
Si  -0.0268  2.7319  8.148
Si  2.7263  -0.0086  8.1419
Si  0.0362  8.145  8.1858
Si  2.6894  5.4401  8.1729
Si  0.0454  13.6385  8.1278
Si  2.7856  10.9177  8.1265
Si  5.4366  2.7081  8.168
Si  8.1693  0.0314  8.2241
Si  5.4453  8.1968  8.1821
Si  8.1312  5.4188  8.1975
Si  5.4805  13.6449  8.1967
Si  8.1612  10.9123  8.135
Si  10.8824  2.7224  8.2367
Si  13.6185  0.0428  8.188
Si  10.8654  8.1593  8.1293
Si  13.609  5.3943  8.1605
Si  10.9223  13.6481  8.1374
Si  13.6584  10.9001  8.141
Si  1.3188  4.0799  9.5458
Si  4.0944  1.3255  9.5222
Si  1.4558  9.5446  9.457
Si  4.0881  6.7976  9.5174
Si  1.3811  14.9836  9.5315
Si  4.1338  12.2765  9.5272
Si  6.7633  4.072  9.5721
Si  9.5458  1.3526  9.6207
Si  6.8125  9.5794  9.5302
Si  9.5277  6.8062  9.5097
Si  6.8135  15.0277  9.5858
Si  9.5418  12.29  9.4702
Si  12.2716  4.0714  9.5826
Si  14.9989  1.4006  9.5683
Si  12.2339  9.561  9.4386
Si  15.0057  6.715  9.498
Si  12.2471  15.0198  9.5323
Si  15.0108  12.2985  9.4833
Si  0.0134  -0.0041  10.9169
Si  2.7004  2.6719  10.8352
Si  -0.001  5.4112  11.0052
Si  2.7637  8.1827  10.8617
Si  0.1379  10.9655  10.7433
Si  2.8259  13.6867  10.8723
Si  5.4385  0.0323  10.9833
Si  8.1205  2.699  10.9251
Si  5.4171  5.4635  10.9463
Si  8.2059  8.2215  10.8482
Si  5.4736  10.9391  10.9262
Si  8.2516  13.6859  10.8652
Si  10.9476  0.01  11.0119
Si  13.6719  2.7571  10.9803
Si  10.8843  5.4557  10.8847
Si  13.5952  8.13  10.6732
Si  10.9046  10.9489  10.8316
Si  13.6236  13.6674  10.85
Si  1.431  1.3031  12.2755
Si  3.9724  4.0474  12.2185
Si  1.3749  6.8962  12.2539
Si  4.1186  9.508  12.2564
Si  1.5066  12.302  12.168
Si  4.1177  14.9991  12.3876
Si  6.7728  1.4001  12.3792
Si  9.5177  4.0471  12.2127
Si  6.8747  6.8809  12.221
Si  9.5711  9.6043  12.2158
Si  6.8796  12.3752  12.2002
Si  9.5662  14.97  12.3735
Si  12.4193  1.3372  12.3632
Si  14.9682  4.0767  12.4777
Si  12.2689  6.8901  12.148
Si  15.0591  9.491  11.8288
Si  12.243  12.3397  12.1932
Si  14.9465  14.9882  12.2842
Si  -0.0325  2.4445  13.6899
Si  2.7371  -0.0125  13.8022
Si  -0.0664  8.3204  13.4402
Si  2.6509  5.4604  13.5851
Si  0.1113  13.6592  13.4875
Si  2.7526  10.876  13.5861
Si  5.2942  2.7419  13.6744
Si  8.1155  -0.0017  13.7357
Si  5.673  8.348  13.6107
Si  8.3311  5.5858  13.5267
Si  5.5614  13.658  13.6829
Si  8.2967  11.0748  13.5174
Si  10.8693  2.6344  13.5284
Si  15.6229  0.6839  15.1519
Si  11.0121  8.3334  13.559
Si  13.6125  5.7041  13.67
Si  11.0107  13.6301  13.7763
Si  13.7804  10.8792  13.1024
Si  1.2604  3.4691  15.2894
Si  3.8436  1.6414  15.1477
Si  0.7759  10.1053  14.648
Si  4.8323  6.9993  15.2623
Si  1.0336  15.212  14.9984
Si  4.4429  11.9709  14.8103
Si  6.9982  4.8954  15.3019
Si  9.7898  1.1147  14.8934
Si  6.834  9.9506  14.8594
Si  9.9861  6.6395  14.7876
Si  7.0914  14.7698  15.175
Si  9.3734  12.5095  15.018
Si  11.8253  5.1077  15.0745
Si  13.7234  -0.0497  13.8976
Si  12.8339  9.3914  14.5775
Si  14.4678  7.6111  14.7513
Si  12.0461  15.2368  15.1925
Si  15.4067  11.8462  14.4386
Si  -9.2332  -1.6571  18.2756
Si  42.6363  -24.4932  21.0389
Si  -3.3898  10.6671  20.2476
Si  13.31  18.1327  21.9675
Si  21.0988  23.506  20.0255
Si  -3.4265  13.5092  20.793
Si  8.6255  0.1247  20.4853
Si  -33.7747  -3.5423  22.8194
Si  2.4521  -3.136  16.945
Si  0.7959  -1.1072  23.001
Si  -5.0505  15.7953  21.9038
Si  12.7235  20.5386  20.5378
Si  7.2416  -3.8254  22.5512
Si  10.2731  5.3673  21.6546
Si  11.9428  -6.89  22.922
Si  20.4519  -2.2221  19.4293
Si  21.9547  -12.0609  19.4232
Si  -4.9115  25.0691  18.3937
Si  37.4932  -14.3891  20.6867
Si  -7.8728  27.1886  20.1927
Si  -14.8588  10.3892  17.4834
Si  5.5367  2.0207  17.7497
Si  3.3909  6.2255  22.6673
Si  15.451  3.1274  20.5559
Si  -6.8564  12.6378  18.0227
Si  8.6156  -13.0507  19.9515
Si  -9.6641  8.9845  18.9016
Si  15.5939  2.781  17.3946
Si  -2.2569  23.6884  17.7807
Si  -2.7279  -21.3098  16.6836
Si  -17.3883  9.838  18.7796
Si  -19.4534  4.5815  17.729
Si  20.3312  25.0114  17.6997
Si  -7.5487  8.4353  16.9557
Si  6.9661  -15.5261  22.7419
Si  8.3914  35.5315  17.1195
Si  3.0637  16.1017  21.2458
Si  4.4872  -2.5778  22.2524
Si  -4.0724  13.8184  17.9844
Si  17.537  4.1361  22.6756
O  -8.9461  9.1971  -0.5059
O  12.5274  -8.4868  -7.2864
O  -4.4468  14.2937  -3.1399
O  4.0687  15.3281  -2.6411
O  7.8103  16.0988  -3.0658
O  8.0276  13.352  -6.7322
O  -5.6727  -2.6067  -6.6546
O  6.0248  8.1871  -4.7561
O  -8.401  15.7375  -5.7081
O  5.6539  14.327  -5.9655
O  3.9478  17.6934  -0.4479
O  -19.8697  12.3312  -7.2568
O  6.0793  6.1271  -9.019
O  10.6033  -0.1991  -1.5576
O  9.189  7.0824  -8.7335
O  -10.3719  1.625  -3.1273
O  4.8621  10.0108  -0.0108
O  7.116  18.2307  -7.4953
O  4.0656  13.1928  -4.1251
O  5.5216  9.2049  -7.1184
O  1.6448  14.4828  -8.541
O  16.4633  -18.8599  -2.2602
O  12.5394  -1.5639  -8.2129
O  9.5107  -12.2426  -3.8883
O  9.2138  7.0863  -0.3643
O  6.1174  16.2654  -1.0989
O  15.5222  1.2968  -8.2015
O  2.8501  7.4097  -1.2867
O  15.8139  19.1429  -5.9061
O  20.0215  13.0724  -1.4023
O  -0.4647  27.6562  -1.6738
O  -6.9774  2.0211  16.1655
O  -12.2247  -9.3775  21.4447
O  -1.9803  4.3428  20.7162
O  22.4215  -2.7216  22.3183
O  -23.4451  3.2734  18.4499
O  5.972  22.672  25.1891
O  9.374  6.6818  21.293
O  3.8677  5.9528  14.5268
O  -1.8381  12.3178  15.7362
O  -7.7943  18.062  20.3711
O  -5.0929  10.6804  23.6986
O  1.4083  11.9717  17.1349
O  0.4524  3.4514  21.4141
O  -8.3968  18.1905  23.5466
O  -2.0093  -3.2392  21.4921
O  19.3383  -6.3877  17.6955
O  -3.897  3.9201  18.9721
O  7.8287  9.3815  16.0445
O  5.2479  17.6749  19.2113
O  12.6087  16.7091  21.7819
O  5.3303  5.8257  19.3625
O  5.2632  19.9491  17.9701
O  3.6691  -8.536  19.0121
O  16.0438  -0.0519  23.5677
O  12.7715  -6.4237  21.6386
O  17.8923  4.945  14.6951
O  10.8631  0.0103  15.4646
O  26.0227  11.9781  16.5426
O  12.5794  -5.9855  15.922
O  14.8873  8.2641  18.8488
O  16.4282  21.1896  23.6053
O  12.1444  21.4618  16.6665
O  9.5372  -21.1852  19.1587
O  3.1577  -19.227  18.3551
O  17.2545  -6.7561  16.2032
O  5.6012  10.9332  15.4
O  10.1942  9.1138  17.4046
O  3.9225  7.7654  16.3725
O  7.9161  4.2759  16.4813
O  19.7131  -0.8201  19.7774
O  -4.0968  12.0941  20.4316
O  18.5241  5.2898  22.129
O  31.0272  -5.9198  17.3939
O  23.1183  -1.1342  16.7456
O  7.1488  3.9618  19.8616
O  8.0326  -20.6609  21.2406
O  6.4655  11.2422  23.1948
O  -9.1938  10.4472  19.3635
O  -4.0526  19.2288  21.3705
O  1.8655  14.9305  24.18
O  -5.5092  8.4208  22.3901
O  14.7944  6.7492  24.4577
O  -3.3364  8.6512  23.8278
O  2.05  3.0655  23.5724
O  0.5475  10.054  18.7726
O  1.2289  25.7764  24.2567
O  1.5375  -0.4733  21.7124
O  -2.0867  -3.2425  24.0532
O  10.8442  -8.3555  19.693
O  -12.9161  1.3386  21.1885
O  6.5379  20.2442  24.32
O  3.6775  12.7768  15.9929
O  -5.8491  5.2269  23.2608
O  12.3797  -17.8076  24.6159
O  2.6514  19.0094  15.5777
O  10.1754  16.022  20.7333
O  12.2079  10.0102  18.9764
O  11.5491  3.5466  14.7186
O  -1.6259  -14.5257  21.1409
O  -19.0517  2.2486  23.4836
O  -2.14  -12.8233  17.0305
O  0.4812  19.9345  16.7105
O  -1.5209  7.3895  16.3453
O  25.3516  9.4808  20.8705
O  -2.2585  -10.4998  18.2998
O  4.6457  1.3517  16.5676
O  11.7932  5.4348  21.0394
O  4.4621  5.2623  23.3904
O  21.003  3.5455  20.5254
O  8.3594  -3.1649  23.5116
O  6.0531  -12.6409  14.7784
O  8.279  13.6768  15.3118
O  -1.7853  10.6582  19.966
O  7.9095  8.1309  18.2902
O  13.0196  14.3003  19.3541

Results
free energy: -229903.362 eV
free energy less fixed offsets of O -570.45, Si -639.56 eV per atom: -3.802 eV

Forces (eV/angstrom), in the order of the atoms: element, x, y, z
Si  0.0017  -0.0032  -0.0107
Si  -0.0042  0.0003  -0.0085
Si  -0.0008  -0.0022  -0.0104
Si  -0.0014  -0.0018  -0.0054
Si  0.001  -0.002  -0.0072
Si  -0.0032  0.0033  -0.0148
Si  -0.0009  -0.0004  -0.0126
Si  -0.0045  -0.0008  -0.0151
Si  -0.0064  -0.0057  -0.0089
Si  -0.0009  -0.0019  -0.0102
Si  0.0043  0.0028  -0.0088
Si  0.0003  0.004  -0.0075
Si  0.0006  -0.0012  -0.0131
Si  -0.0045  0.0005  -0.0196
Si  -0.0002  -0.0022  -0.0133
Si  -0.0003  -0.0018  -0.0113
Si  0.0085  -0.0058  -0.0082
Si  0.0035  -0.0072  -0.0184
Si  0.0004  0.0012  0.0002
Si  -0.0018  0.0007  -0.0037
Si  0.0012  -0.0019  0.0014
Si  0.0035  -0.0005  -0.0051
Si  0.001  0.0002  0.0001
Si  0.0012  0.001  0.0031
Si  0.0026  -0.0019  0.0001
Si  0.0014  0.0003  0.0023
Si  0.0021  -0.0015  -0.0035
Si  -0.0009  0.004  0.0054
Si  -0.0025  -0.0001  0.0022
Si  -0.0027  -0.0028  0.0011
Si  0.0005  0.0009  -0.0012
Si  0.0017  -0.0013  0.0001
Si  -0.0002  -0.0004  0.0009
Si  0.0003  0.0007  -0.001
Si  0.0006  0.003  -0.0017
Si  0.0003  0.0013  -0.003
Si  0  -0.0013  -0.004
Si  -0.0017  -0.0012  -0.0016
Si  -0.002  0.0006  0.0002
Si  0.0001  -0.0015  -0.0037
Si  0.0004  -0.0027  -0.0024
Si  -0.0024  -0.0023  0.0007
Si  0  0.0005  -0.0001
Si  0.0009  -0.0003  -0.0027
Si  -0.0009  0  0.0003
Si  0.0022  -0.0009  0.0012
Si  -0.0007  -0.0012  -0.0023
Si  -0.0025  0.0012  -0.0018
Si  -0.0017  -0.0007  -0.002
Si  -0.001  -0.0011  -0.003
Si  0.0028  -0.0003  -0.0021
Si  -0.0017  0.0021  -0.0013
Si  0.0007  0.0011  0
Si  0.0018  -0.0013  -0.0019
Si  -0.0008  0.0014  0.0011
Si  -0.0005  0.0007  -0.0024
Si  0.0006  -0.0014  0.0001
Si  -0.0006  -0.0005  0.0007
Si  0.0012  -0.0013  0.0006
Si  0.0009  0.0006  -0.0002
Si  0.0004  -0.0012  -0.0008
Si  -0.0003  0.0015  0.0019
Si  -0.0026  -0.0033  -0.0011
Si  -0.0001  0.0014  0.0002
Si  -0.0021  0.0039  0.0013
Si  0.0004  -0.001  -0.0029
Si  -0.0001  -0.0002  0.0008
Si  0.0036  0.0017  0.0005
Si  -0.0006  -0.0015  -0.0002
Si  -0.0003  -0.001  0.0009
Si  0.0004  -0.0009  -0.0005
Si  -0.003  0.0009  0.0014
Si  -0.0012  0.0013  -0.0008
Si  0.0002  0.0011  -0.0005
Si  0.0007  -0.001  -0.0014
Si  -0.0008  -0.001  -0.0014
Si  -0.0016  -0.0009  0.0007
Si  -0.0003  0.0017  -0.0002
Si  0.0015  0.0011  -0.001
Si  0.0006  0.0008  -0.0012
Si  -0.0002  -0.0007  -0.0013
Si  0.0002  -0.0001  -0.0001
Si  -0.0014  0.001  -0.0005
Si  -0.0018  -0.0007  -0.0021
Si  -0.0021  -0.0003  0.0001
Si  -0.0023  -0.0005  -0.0018
Si  0.0002  -0.0008  0.0008
Si  -0.0002  -0.0005  0.0033
Si  0.0017  0.0001  -0.0024
Si  -0.0002  -0.0009  -0.0001
Si  -0.0003  0.0004  -0.0001
Si  -0.0001  -0.0005  -0.0006
Si  -0.0008  0.0012  -0.0001
Si  0.0016  0  0.0011
Si  0.0003  -0.0018  -0.0001
Si  -0.0011  0.0006  0.0001
Si  0.0011  -0.0003  -0.0002
Si  -0.0003  -0.0008  0.0001
Si  0.0001  -0.0009  0.0001
Si  0.0001  0.0001  -0.0022
Si  0.0004  0.0007  -0.0005
Si  -0.0007  0.0014  -0.0004
Si  -0.0006  0.0009  0
Si  0.0032  0.0005  0.0017
Si  -0.0008  -0.0014  0.0004
Si  0.0017  -0.0007  -0.001
Si  -0.0024  -0.0004  0.0001
Si  0.0001  0.0005  0.0001
Si  -0.0004  0.0008  0.0002
Si  0.002  -0.0012  0
Si  -0.0004  -0.0002  0.0004
Si  -0.0023  -0.001  0.0007
Si  0.0001  0.0012  -0.0007
Si  -0.0012  0.0014  -0.0013
Si  -0.0015  0  0.0016
Si  0.0014  0.0014  0.0007
Si  -0.0011  -0.0025  -0.0001
Si  -0.0007  0.0004  -0.0007
Si  0.0014  0.0018  -0.0003
Si  -0.0002  0  0.0003
Si  -0.0001  -0.0007  -0.0002
Si  0.0009  0  -0.0005
Si  -0.0019  0  -0.0002
Si  -0.0007  -0.0027  -0.0011
Si  -0.0008  -0.0011  -0.0002
Si  0.0013  -0.0005  -0.0002
Si  -0.0004  -0.0005  0.0004
Si  0  0.0009  -0.0008
Si  -0.0001  -0.0008  0.0012
Si  0.0004  0.0018  -0.0011
Si  -0.0005  0.0011  0.0016
Si  -0.0008  0.0005  0.0006
Si  0.002  -0.003  0.0011
Si  -0.0001  -0.0016  0.0003
Si  -0.0003  -0.001  -0.0012
Si  0.0002  0.0013  -0.0001
Si  0.0004  -0.0008  0.0001
Si  0  0.0009  -0.0013
Si  0.0001  -0.0001  0.0012
Si  -0.0004  -0.0013  0.0002
Si  -0.0026  0.0009  -0.0001
Si  0.0037  -0.001  0.0032
Si  -0.0006  0.0004  -0.0016
Si  -0.0016  0.0025  0.0013
Si  0.0017  0.0011  0
Si  -0.0019  -0.003  0.0033
Si  0.002  0.0003  -0.0007
Si  0.0003  0.0005  -0.0002
Si  -0.0002  -0.0021  0.0011
Si  0.0014  -0.0009  -0.0002
Si  0.0019  0.0029  0.0012
Si  -0.0029  -0.0025  0.0001
Si  -0.0001  0.0016  0.0011
Si  0.0033  0.0011  -0.0003
Si  0.0002  -0.0013  -0.0006
Si  0.0027  0.0026  0
Si  0.0008  0.0011  0.0006
Si  0.0015  -0.0004  0.0003
Si  -0.0024  0  0.0025
Si  0.0016  0.0013  0.0033
Si  0  0.0001  -0.0034
Si  0.0018  -0.0006  -0.0022
Si  0.0016  -0.0001  -0.0012
Si  0.0002  0.002  -0.0009
Si  0.0019  -0.0026  0.0071
Si  -0.0046  -0.002  0.0031
Si  -0.0006  0.0023  0.0034
Si  -0.0037  0.0012  0.0002
Si  -0.0047  0.0008  -0.0015
Si  0.0035  -0.0009  0.0029
Si  -0.0004  -0.0021  0.0009
Si  0.0035  -0.0032  0.0006
Si  -0.0012  0.0004  0.0002
Si  -0.0015  -0.0029  -0.0005
Si  -0.0033  -0.0008  0.0013
Si  0.0046  0.0016  0.0028
Si  -0.0007  -0.0046  -0.0043
Si  -0.0035  -0.0015  0.0041
Si  -0.0007  0.0021  0.0048
Si  -0.0032  0.0024  0.0001
Si  -0.0093  -0.0069  -0.0007
Si  0.0031  -0.0003  0.0004
Si  -0.0037  0.0006  -0.0018
Si  0.021  0.0146  0.0387
Si  -0.0001  -0.0011  0.0006
Si  0.0017  -0.0048  -0.0001
Si  0.0069  0.005  0.0072
Si  -0.0047  -0.0006  0.0019
Si  -0.0095  -0.0117  -0.0053
Si  0.0025  -0.0011  -0.0041
Si  -0.0018  0.0013  -0.0016
Si  0.0002  -0.0096  -0.0066
Si  0.0019  0.0046  0.0093
Si  -0.0001  0.0037  0.0132
Si  -0.0015  -0.0011  0.0025
Si  0.0057  0.0023  0.0072
Si  -0.0021  -0.0025  -0.0066
Si  0.0026  0.0041  0.0045
Si  0.0081  0.0018  0.0212
Si  0.0018  0.0035  0.0143
Si  0.002  -0.0006  -0.0021
Si  -0.018  -0.0324  0.0018
Si  0.0087  -0.0087  0.0018
Si  -0.0051  0.0007  0.0059
Si  0.0005  -0.0009  0.016
Si  0.0051  0.0006  0.0102
Si  0.0049  0.001  0.0148
Si  -0.0038  0.0022  0.0112
Si  0.0052  0.0005  0.012
Si  -0.0028  0.0022  0.0191
Si  -0.0004  -0.008  0.014
Si  0.0023  -0.0038  -0.0055
Si  0.0017  0.0035  0.0103
Si  0.0043  -0.0055  0.0038
Si  -0.0029  0.0085  0.0208
Si  -0.0029  0  0.0031
Si  0.0021  -0.0003  0.0143
Si  -0.0014  -0.0008  -0.0076
Si  -0.0011  0.0035  0.0006
Si  -0.0013  -0.003  -0.0149
Si  0.0063  -0.0058  -0.0051
Si  -0.002  0.002  -0.0029
Si  0.0046  0.0081  -0.0016
Si  -0.0075  0.0084  -0.0071
Si  -0.0016  -0.0025  0.0139
Si  -0.0021  0.0016  -0.0114
Si  0.0042  0.0012  -0.0135
Si  -0.0024  -0.0012  -0.0017
Si  -0.0041  0  -0.014
Si  0.0016  -0.0022  -0.0164
Si  -0.0009  -0.0013  -0.0146
Si  0.0016  0.0037  0.0024
Si  0.0026  -0.0013  0.0042
Si  0.0005  -0.0021  0.0089
Si  -0.0015  0.0033  -0.0033
Si  -0.0001  0.0008  -0.0031
Si  -0.0006  0.0013  0.0165
Si  0.0032  0.0041  0.0125
Si  0.0021  -0.0049  -0.0099
Si  -0.0065  -0.0049  -0.0029
Si  0.0001  0.0041  0.0149
Si  -0.0008  -0.0018  0.0029
Si  0.002  0.0018  0.0047
Si  -0.0022  -0.0039  0.012
Si  -0.0055  -0.0037  0.0134
Si  0.0008  0.0026  0.0182
Si  0.0051  -0.003  0.0107
Si  0.0074  -0.0055  0.0173
Si  0.0006  0.0011  0.0099
Si  0.0059  -0.0048  0.016
Si  0.0002  0.0003  -0.0196
Si  -0.0026  -0.0028  0.0163
Si  -0.0005  0.0026  -0.0044
Si  0.003  0.0041  -0.0104
Si  -0.0002  -0.0043  0.01
Si  -0.0011  -0.0011  -0.0136
O  0.0038  -0.0033  0.0059
O  0.0025  0.0014  -0.0062
O  0  -0.0021  -0.0004
O  0.0012  -0.0024  0.0034
O  -0.0037  0  0.0077
O  0.0009  -0.003  -0.0037
O  -0.0028  -0.0017  -0.0031
O  -0.0027  -0.0022  -0.0025
O  -0.0008  -0.004  -0.0029
O  0.0003  -0.0006  -0.0023
O  -0.0005  0.0037  0.0064
O  0.0024  -0.004  -0.01
O  -0.0126  0.0082  -0.0124
O  -0.0022  -0.0001  0.0145
O  0.0042  -0.0018  -0.0092
O  0.0027  -0.0008  0.0062
O  -0.0047  -0.003  0.0047
O  0.0009  0.0026  -0.0063
O  -0.0005  -0.0012  0.0024
O  -0.0042  -0.0015  -0.0025
O  -0.0064  0.0075  -0.0093
O  -0.0059  -0.0008  0.0048
O  -0.0037  0.0038  -0.0133
O  0.0015  0.0019  0.0024
O  -0.0018  0.0033  0.0071
O  -0.005  0.0004  0.013
O  0.0015  0.0004  -0.0133
O  -0.0058  0.0058  0.0072
O  -0.0012  0.0013  -0.0018
O  -0.0045  -0.0016  0.0107
O  0.0018  -0.0039  0.0068
O  0.0026  -0.0053  -0.0142
O  -0.0023  -0.0021  0.0074
O  -0.0004  0.0016  -0.0007
O  0.0042  -0.0025  0.0025
O  -0.0007  0  -0.0088
O  0.0042  0.0042  0.005
O  0.0001  -0.0009  0.0042
O  -0.0048  0.0292  -0.0127
O  0.0032  0.0009  -0.0114
O  -0.001  0.003  0.0011
O  -0.0051  0.0057  0.0133
O  -0.0002  0.0008  -0.0046
O  0.0031  0.002  0.0046
O  0.0019  0.0058  0.0121
O  0.0051  -0.0033  0.0104
O  0.0001  -0.0023  -0.0041
O  0.0061  0.0074  -0.0063
O  -0.0091  0.0025  -0.0119
O  0.0003  0.0006  -0.0025
O  -0.0004  0.0006  0.0029
O  -0.0013  0.0061  0.0023
O  0.0005  -0.0015  -0.0049
O  0.0008  0.0014  -0.0025
O  -0.0041  0.0019  0.0094
O  -0.0034  -0.001  0.0067
O  0.0025  0.0011  -0.0122
O  0.0015  -0.0024  -0.0084
O  -0.002  -0.0014  -0.0166
O  0.0008  -0.0072  -0.0118
O  0.0011  0.0028  -0.0054
O  -0.004  0.0019  0.0108
O  -0.0061  -0.0012  -0.0294
O  -0.0021  0.0023  -0.0008
O  -0.0028  -0.0016  -0.0079
O  -0.0042  0.0001  -0.0147
O  0.0019  -0.0029  -0.0029
O  -0.0064  -0.0025  -0.0053
O  0.003  -0.0081  -0.0161
O  -0.004  0.0031  -0.0107
O  0.0007  -0.001  0.0006
O  0.0043  -0.0051  0.0036
O  0.0033  0.0021  0.0055
O  -0.0054  0.0058  -0.0081
O  -0.0009  -0.0025  -0.0176
O  -0.0031  -0.0013  -0.0011
O  -0.0026  0  0.0013
O  -0.0026  -0.004  0.0113
O  -0.001  -0.0025  0.0015
O  0.0058  -0.0012  0.0067
O  0.0049  -0.0057  0.009
O  0.0014  0.0037  0.0077
O  -0.0003  0.0024  0.0038
O  0.0055  -0.004  0.0107
O  0.0025  -0.0041  0.0108
O  0.0057  0.0026  -0.0047
O  -0.0013  0.0005  0.0018
O  -0.0028  -0.0024  0.0073
O  -0.0061  0.0071  0.015
O  0  0.0018  -0.0037
O  0  -0.0011  0.0022
O  0.0018  -0.0027  0.0052
O  0.0065  -0.0054  -0.0119
O  -0.0006  0.0024  0.0157
O  0.0036  -0.0016  0.0047
O  -0.0051  0.0019  -0.0073
O  -0.0008  -0.0023  0.003
O  -0.0022  -0.0014  -0.0006
O  -0.0081  0.006  -0.0129
O  -0.002  0.0065  0.0004
O  0.0014  -0.0024  0.0211
O  -0.0058  0.005  0.0005
O  0.0015  -0.0025  -0.0151
O  -0.0031  0.0009  -0.0155
O  -0.0011  -0.0007  0.0011
O  -0.0012  -0.0015  -0.0072
O  -0.0066  -0.0018  -0.0148
O  -0.0022  -0.0007  0.0044
O  0.0008  -0.0038  0.0056
O  0.0008  0.0012  0.0001
O  0.0056  -0.0009  0.0126
O  0.0051  -0.0048  -0.0051
O  0.0041  -0.0046  -0.0066
O  -0.0006  -0.0039  -0.0049
O  0.0011  0.002  -0.0074
O  -0.0009  -0.0008  -0.0002

The program warned: the cutoff lies below the one the program advises for these potential files; the forces do not sum to zero within the program's tolerance; empty levels may hold ghost states of the PAW files; the exchange-correlation potential is rough where the density is thin.
